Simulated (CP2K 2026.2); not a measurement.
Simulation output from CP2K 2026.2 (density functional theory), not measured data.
Periodic cell of 504 atoms, Si360O144, from a study of silicon, its oxide and their interface. The atomic structure is a simulated model.
Doubt: the forces sum to 0.45 eV/angstrom along one axis rather than to zero, so they err by at least 0.0009 eV/angstrom per atom on average; the grid cutoff is modest.

Settings: functional PBE; method Gaussian and plane waves; basis set DZVP-MOLOPT-SR-GTH; pseudopotentials GTH-PBE; grid cutoff 300 Ry, relative cutoff 40 Ry; k points Gamma only; occupations fixed; spin none; net charge 0.

Cell vectors (angstrom)
a	16.32	0	0
b	0	16.32	0
c	2.8672	6.1689	33.4383

Atoms and the computed forces on them: element, x, y, z (angstrom), force x, y, z (eV/angstrom)
Si	1.123	-1.212	0.129	0.124	-0.023	0.709
Si	3.691	1.73	0.178	0.185	-0.13	0.749
Si	1.487	3.975	0.01	-0.289	0.19	0.633
Si	3.955	6.962	0.147	0.052	-0.155	0.7
Si	1.77	-7.104	-0.214	-0.34	0.251	0.727
Si	4.445	-4.294	-0.036	-0.197	0.133	0.759
Si	7.173	-1.568	-0.141	-0.246	0.235	0.698
Si	9.466	1.653	0.303	0.128	-0.318	0.681
Si	7.084	3.763	-0.008	-0.339	0.391	0.638
Si	9.926	6.414	0.138	-0.203	0.115	0.757
Si	6.538	9.697	0.091	0.168	0.008	0.692
Si	-6.95	-3.787	0.157	-0.007	-0.22	0.729
Si	-3.843	-1.721	0.067	-0.065	0.218	0.694
Si	-1.107	1.021	-0.175	-0.244	0.309	0.688
Si	-4.315	4.101	0.318	0.251	0.002	0.638
Si	-1.678	7.05	0.148	0.132	-0.069	0.787
Si	-3.907	-7.108	0.144	-0.088	0.16	0.756
Si	-1.569	-3.908	0.062	0.096	-0.138	0.628
Si	2.655	0.029	1.406	-0.011	0.014	-0.043
Si	5.425	2.761	1.348	0.012	-0.01	-0.053
Si	2.697	5.446	1.386	-0.002	0.003	-0.035
Si	5.421	8.19	1.468	0.023	-0.004	-0.064
Si	2.765	-5.446	1.188	0.016	0	-0.043
Si	5.549	-2.668	1.238	0.027	-0.001	-0.026
Si	8.22	-0.03	1.321	-0.003	-0.014	-0.059
Si	-5.456	2.738	1.77	0.002	0.024	-0.001
Si	8.137	5.44	1.303	-0.005	-0.023	-0.067
Si	-5.401	8.048	1.491	0.003	0.012	-0.087
Si	8.172	-5.446	1.326	-0.015	0.016	-0.073
Si	-5.414	-2.7	1.499	-0.019	0.001	-0.044
Si	-2.713	-0.023	1.253	0.009	0.007	-0.082
Si	-0.075	2.695	1.223	-0.011	-0.008	-0.051
Si	-2.743	5.415	1.449	0.013	0.031	-0.055
Si	0.052	8.227	1.212	0.019	0.002	-0.043
Si	-2.734	-5.472	1.36	-0.006	-0.014	-0.036
Si	-0.04	-2.754	1.419	-0.012	0.025	-0.053
Si	1.284	1.4	2.718	-0.032	0.009	0.031
Si	4.099	4.125	2.735	-0.016	-0.024	0.031
Si	1.317	6.833	2.676	-0.029	0.006	0.021
Si	4.028	9.569	2.732	-0.005	0.025	0.04
Si	1.399	-4.134	2.635	0.008	-0.009	0.006
Si	4.114	-1.365	2.625	0	-0.003	-0.003
Si	6.777	1.317	2.666	0.006	0.013	0.014
Si	9.409	4.147	2.877	-0.038	0.055	0.036
Si	6.826	6.805	2.713	0.01	-0.032	0.016
Si	9.51	-6.827	2.702	0.018	0.01	0.009
Si	6.838	-4.043	2.697	-0.011	0.002	0.025
Si	-6.76	-1.303	2.788	-0.02	0.006	0.026
Si	-3.991	1.285	2.791	0.021	-0.046	0.008
Si	-1.35	4.029	2.699	0.028	0.012	0.019
Si	-4.067	6.737	2.872	-0.003	-0.015	0.043
Si	-1.289	-6.78	2.676	0.001	-0.023	0.029
Si	-4.085	-4.143	2.768	0.008	-0.007	0.03
Si	-1.395	-1.35	2.732	-0.013	0.03	0.029
Si	-0.029	0.01	4.09	-0.01	0.008	-0.01
Si	2.712	2.734	4.054	0.005	-0.023	-0.01
Si	0.002	5.429	4.046	0.011	-0.004	-0.007
Si	2.683	8.174	4.068	0	0.014	-0.01
Si	0.039	-5.437	4.062	-0.01	0.003	0
Si	2.75	-2.739	3.99	-0.005	0.001	0.007
Si	5.431	-0.023	4.047	0.027	-0.012	0.006
Si	8.08	2.689	4.112	0.002	-0.002	-0.001
Si	5.452	5.468	4.092	0.009	-0.002	0.012
Si	8.164	-8.16	4.088	0.005	-0.004	0.011
Si	5.435	-5.393	4.055	0.018	-0.007	-0.015
Si	8.187	-2.71	4.09	0.004	-0.023	-0.014
Si	-5.401	0.003	4.156	-0.009	0.006	0.015
Si	-2.678	2.696	4.115	-0.016	0.011	-0.006
Si	-5.479	5.444	4.207	-0.015	-0.003	-0.007
Si	-2.652	8.164	4.082	0.015	-0.009	-0.02
Si	-5.453	-5.489	4.098	0.003	0	0.001
Si	-2.736	-2.732	4.093	0.004	0.026	-0.01
Si	1.316	-1.352	16.317	-0.004	-0.005	-0.002
Si	4.069	1.375	16.335	0.015	0.008	-0.013
Si	1.358	4.082	16.34	0.004	0.004	-0.009
Si	4.065	6.831	16.3	-0.003	0.007	-0.004
Si	1.346	-6.822	16.308	-0.006	-0.006	-0.01
Si	4.087	-4.083	16.289	0.005	-0.003	-0.006
Si	6.811	-1.355	16.306	0.009	0.004	-0.014
Si	-6.787	1.336	16.327	-0.005	0.002	-0.001
Si	6.787	4.072	16.285	-0.007	0.001	-0.008
Si	-6.793	6.777	16.282	0.013	-0.003	-0.015
Si	6.789	-6.804	16.315	0.001	-0.014	-0.002
Si	-6.778	-4.037	16.319	-0.001	0.018	-0.006
Si	-4.089	-1.38	16.358	0.002	-0.018	0.005
Si	-1.365	1.367	16.35	-0.006	-0.004	-0.004
Si	-4.063	4.073	16.353	-0.018	0.004	-0.003
Si	-1.319	6.788	16.326	0	-0.003	0
Si	-4.062	9.542	16.284	0.001	0.003	-0.008
Si	-1.368	-4.084	16.308	0.012	-0.001	-0.019
Si	2.646	0.041	17.66	-0.007	0.003	-0.011
Si	5.458	2.728	17.683	0	0.007	0.013
Si	2.707	5.488	17.66	-0.008	-0.016	0.01
Si	5.418	8.165	17.693	0.005	-0.001	0.007
Si	2.758	-5.49	17.62	0.002	0.001	-0.005
Si	5.429	-2.702	17.639	0.008	-0.01	0.02
Si	8.171	-0.021	17.693	-0.01	0.003	0.003
Si	-5.433	2.691	17.692	0.008	-0.001	0.014
Si	8.134	5.438	17.627	0.007	-0.007	-0.011
Si	-5.39	8.129	17.587	-0.004	0.003	0.003
Si	8.157	-5.401	17.615	-0.004	-0.004	0.019
Si	-5.435	-2.725	17.773	0.007	-0.014	0.009
Si	-2.712	-0.022	17.698	0.013	0.017	0.016
Si	-0.01	2.736	17.723	0	0.015	-0.004
Si	-2.631	5.4	17.695	0.008	-0.018	-0.009
Si	-0.024	-8.136	17.716	0.005	0.003	0.031
Si	-2.744	-5.405	17.68	-0.005	-0.012	-0.007
Si	-0.011	-2.751	17.678	-0.021	0.012	0.017
Si	1.311	1.373	19.097	0.005	-0.011	0.007
Si	4.097	4.146	18.987	0.002	0.012	-0.044
Si	1.368	6.841	19.064	0.009	0.005	-0.025
Si	4.091	-6.771	19.078	0.006	-0.001	-0.007
Si	1.397	-4.159	18.945	-0.02	-0.01	-0.028
Si	4.005	-1.343	18.939	0.016	-0.012	-0.023
Si	6.803	1.327	19.045	-0.009	0.005	-0.036
Si	-6.867	4.052	18.971	0.004	-0.023	-0.02
Si	6.783	6.777	19.012	-0.019	-0.003	-0.014
Si	-6.766	9.511	18.862	0	0.005	-0.039
Si	6.795	-4.052	18.999	-0.005	-0.017	-0.015
Si	9.517	-1.339	19.121	0.003	0.017	0.005
Si	-4.034	1.359	19.072	0.016	-0.005	-0.028
Si	-1.305	4.075	19.171	-0.016	0.014	-0.005
Si	-3.974	6.821	18.952	0.003	0.024	-0.016
Si	-1.429	-6.754	19.058	0.01	-0.017	-0.032
Si	-4.07	-4.113	19.144	-0.009	0.017	-0.006
Si	-1.391	-1.426	19.064	-0.009	-0.016	-0.021
Si	-0.006	-0.095	20.426	0.006	0	0.037
Si	2.685	2.848	20.331	0.012	0.006	0.062
Si	0.021	5.534	20.511	0.003	0.012	0.063
Si	2.746	8.193	20.447	-0.011	-0.018	0.06
Si	0.02	-5.428	20.347	0.003	-0.023	0.055
Si	2.746	-2.802	20.269	0.019	-0.003	0.037
Si	5.287	0.031	20.317	0.001	0.046	0.044
Si	8.144	2.698	20.43	-0.007	0.009	0.024
Si	5.462	5.437	20.436	-0.011	-0.018	0.04
Si	8.166	8.223	20.203	-0.024	0.017	0.035
Si	5.449	-5.385	20.42	0.014	0	0.052
Si	8.12	-2.718	20.426	-0.008	0	0.058
Si	-5.422	0.051	20.463	0.007	-0.003	0.063
Si	-2.635	2.639	20.52	0.013	-0.025	0.057
Si	-5.375	5.413	20.14	0.011	-0.034	0.002
Si	-2.767	-8.115	20.465	-0.007	0.015	0.044
Si	-5.446	-5.599	20.364	0.015	-0.017	0.059
Si	-2.749	-2.729	20.55	0.008	0.017	0.045
Si	1.246	-1.697	21.63	-0.002	0.211	-0.725
Si	4.146	1.642	21.652	-0.029	-0.209	-0.712
Si	1.717	4.471	21.738	-0.24	-0.097	-0.785
Si	3.972	6.668	21.775	0.188	0.228	-0.709
Si	1.134	-6.974	21.719	0.193	0.096	-0.77
Si	4.284	-3.795	21.744	-0.055	-0.27	-0.701
Si	6.436	-1.521	21.589	0.127	0.012	-0.663
Si	-6.477	1.728	21.75	-0.17	-0.205	-0.732
Si	6.483	3.738	21.731	0.157	0.202	-0.76
Si	-6.621	6.931	21.336	0.05	0.057	-0.615
Si	7.078	-6.567	21.617	-0.192	-0.092	-0.751
Si	9.295	-4.429	21.566	-0.004	0.207	-0.742
Si	-3.977	-1.154	21.872	-0.093	-0.169	-0.67
Si	-1.585	0.908	21.844	-0.001	0.168	-0.697
Si	-4.256	3.954	21.575	0.212	0.023	-0.678
Si	-1.136	7.177	21.784	-0.122	-0.229	-0.714
Si	-4.478	-7.214	21.867	0.234	0.279	-0.732
Si	-1.019	-3.84	21.717	-0.194	-0.056	-0.724
Si	5.301	-7.778	23.902	-0.054	-0.102	-0.102
Si	7.612	-1.103	24.235	0.018	0.037	0.01
Si	-0.461	5.155	-2.065	0.151	-0.052	0.117
Si	-7.484	-6.199	-6.937	-0.038	0.026	-0.033
Si	3.053	-2.381	-2.072	0.056	0.065	0.134
Si	0.961	7.48	-5.391	0.072	0.105	0.182
Si	-6.514	3.841	25.74	-0.004	0.079	0.109
Si	6.687	6.861	25.794	0.046	0.074	0.12
Si	-6.846	1.048	24.813	0.091	0.105	-0.108
Si	-5.758	-5.606	-1.94	0.069	-0.073	0.18
Si	3.485	0.513	-2.484	-0.061	-0.016	-0.079
Si	-4.928	-4.545	-6.741	-0.1	-0.084	-0.104
Si	3.497	-5.493	-5.397	-0.108	-0.155	0.137
Si	1.433	-0.585	-6.392	-0.041	0.084	0.098
Si	6.364	-6.794	-5.001	-0.034	-0.035	-0.018
Si	-1.473	6.342	-4.655	-0.04	0.044	0.168
Si	1.016	-5.506	26.211	-0.003	-0.023	-0.081
Si	0.187	4.024	24.367	0.041	0.132	-0.088
Si	5.381	-0.629	-5.515	0.108	-0.053	-0.131
Si	-6.476	3.999	-3.85	0.014	-0.024	0.129
Si	-1.569	-4.577	24.675	0.042	0.024	-0.093
Si	4.28	3.087	-3.774	-0.082	0.055	0.095
Si	-3.851	-6.597	24.977	-0.068	-0.074	-0.224
Si	-4.842	2.165	-1.865	-0.086	-0.003	0.185
Si	-1.368	2.452	-2.949	0.065	-0.156	0.017
Si	-5.828	7.42	-6.924	0.007	0.037	0.041
Si	8.09	5.8	-7.098	-0.054	0.024	-0.092
Si	7.869	-7.211	-2.544	0.017	-0.114	0.024
Si	-8.119	5.32	23.611	-0.041	-0.103	0.012
Si	-4.046	7.91	-4.409	-0.087	-0.059	0.068
Si	2.668	-0.047	23.847	-0.024	0.041	-0.008
Si	-6.008	-2.698	23.779	0.134	0.062	-0.118
Si	-3.73	-5.366	-4.149	0.033	-0.068	0.007
Si	-0.072	1.184	24.64	-0.03	-0.173	-0.118
Si	3.081	5.52	-4.847	0.001	-0.041	0.077
Si	-5.844	2.212	-6.053	-0.049	-0.043	-0.05
Si	2.97	-5.618	23.911	-0.049	0.024	-0.169
Si	-1.34	-1.654	-3.956	-0.053	0.014	-0.085
Si	-3.537	4.24	26.216	0.032	0.048	-0.011
Si	0.806	0.687	-3.764	0.108	0.024	-0.05
Si	-1.506	-0.672	-6.703	-0.061	-0.079	-0.071
Si	5.045	-1.053	25.765	0.073	0.118	-0.13
Si	-2.462	5.322	23.754	0.033	0.107	-0.068
Si	-6.556	7.025	-2.901	0.008	-0.138	0.109
Si	-2.688	2.099	-5.781	0.057	0.156	0.054
Si	4.547	5.584	-2.542	0.003	0	0.081
Si	-6.554	-0.422	-4.533	-0.002	0.121	-0.015
Si	-0.964	-4.512	-2.889	0.064	-0.097	0.081
Si	-4.086	-0.6	-2.738	-0.02	0.013	0.125
Si	7.014	3.004	-2.91	-0.078	0.007	0.133
Si	7.15	-0.079	-2.907	0.02	-0.027	-0.001
Si	5.799	6.398	-5.132	-0.057	-0.055	0.137
Si	1.404	-6.467	-3.358	0.004	-0.066	0.107
Si	2.93	-2.598	-5.008	0.009	0.018	0.034
Si	1.378	-1.376	5.376	0.009	-0.001	0.007
Si	4.066	1.349	5.404	-0.004	0.01	0.001
Si	1.374	4.096	5.427	-0.002	0.003	-0.003
Si	4.071	6.827	5.426	0	0.007	0.005
Si	1.353	9.52	5.452	-0.003	-0.007	0.004
Si	4.079	-4.058	5.425	-0.004	0.002	-0.01
Si	6.8	-1.36	5.43	-0.001	0.007	0.006
Si	9.514	1.375	5.455	0.011	0.008	0.012
Si	6.756	4.071	5.467	0.013	0.009	0.019
Si	9.505	6.837	5.507	-0.011	-0.009	0.013
Si	6.783	-6.785	5.413	0.008	0.014	0.012
Si	9.524	12.224	5.446	-0.004	0.005	0.013
Si	-4.079	-1.394	5.488	0.006	-0.007	0.007
Si	-1.344	1.353	5.49	0.004	-0.008	0.007
Si	-4.079	4.045	5.468	-0.004	-0.009	0
Si	-1.338	6.78	5.443	-0.007	-0.003	0.011
Si	-4.052	-6.817	5.44	-0.004	-0.012	-0.004
Si	-1.334	-4.075	5.42	0.004	-0.012	0.01
Si	2.717	-0.015	6.768	0.009	-0.008	-0.008
Si	5.402	2.706	6.806	0	0	0.002
Si	2.726	5.452	6.794	0.002	-0.002	-0.005
Si	5.435	-8.143	6.79	-0.006	0.007	-0.002
Si	2.726	-5.43	6.788	-0.001	-0.001	0.001
Si	5.436	-2.71	6.795	0.003	-0.004	0.007
Si	8.157	-0.003	6.798	-0.003	-0.008	-0.001
Si	10.875	2.711	6.831	-0.01	0.009	0.012
Si	8.141	5.435	6.814	0.002	0.005	0.003
Si	10.899	8.175	6.831	-0.001	-0.008	0.007
Si	8.15	10.875	6.795	0.001	-0.002	-0.002
Si	10.874	-2.747	6.827	0.006	-0.003	0.006
Si	-2.717	-0.012	6.826	-0.013	0.009	0.005
Si	0.024	2.731	6.808	-0.004	-0.001	0.003
Si	-2.716	5.431	6.802	0	0.006	-0.008
Si	0.005	8.15	6.809	0.007	-0.001	0.003
Si	-2.702	-5.436	6.787	0.003	0.005	-0.006
Si	0.025	-2.717	6.776	-0.007	0.011	-0.004
Si	1.373	1.35	8.15	0.007	0.01	-0.001
Si	4.065	4.08	8.164	-0.007	-0.01	0.002
Si	1.369	6.8	8.165	-0.002	0.009	0
Si	4.081	-6.787	8.154	0.001	0	0.002
Si	1.367	-4.076	8.153	0.006	0.003	-0.008
Si	4.076	-1.353	8.153	-0.003	0.001	-0.004
Si	6.791	1.358	8.156	0.006	0.008	-0.008
Si	9.515	4.087	8.173	0.008	0.002	0.002
Si	6.786	6.806	8.16	0.003	-0.009	-0.012
Si	9.52	9.531	8.168	0.009	0.012	-0.004
Si	6.793	-4.079	8.153	0.003	-0.003	-0.001
Si	9.51	-1.368	8.163	-0.003	-0.004	-0.005
Si	-4.083	1.347	8.178	-0.013	-0.008	0.002
Si	-1.352	4.078	8.163	-0.003	0	-0.006
Si	-4.073	6.791	8.171	-0.006	-0.001	0.005
Si	-1.36	-6.804	8.158	-0.008	-0.013	-0.008
Si	-4.065	-4.095	8.167	-0.007	0.004	-0.001
Si	-1.338	-1.37	8.158	0.005	0.004	-0.004
Si	0.008	0	9.518	0	0.002	-0.003
Si	2.716	2.713	9.522	-0.002	-0.001	0.001
Si	0.003	5.44	9.521	0	-0.001	-0.008
Si	2.726	-8.152	9.515	0.006	0	-0.002
Si	0.003	-5.438	9.511	0	0.001	-0.002
Si	2.72	-2.714	9.517	0.003	0.003	0.002
Si	5.434	0.001	9.52	-0.001	0	-0.001
Si	8.152	2.719	9.519	0.006	0.004	-0.002
Si	5.435	5.44	9.518	0.001	0.003	-0.002
Si	8.16	8.158	9.519	0.006	-0.006	-0.006
Si	5.438	-5.433	9.52	0	-0.001	-0.007
Si	8.15	-2.723	9.521	0.003	-0.002	-0.003
Si	-5.448	-0.011	9.525	0.001	-0.001	-0.001
Si	-2.716	2.718	9.522	-0.001	0.001	-0.006
Si	-5.438	5.439	9.533	-0.007	-0.002	0.004
Si	-2.718	8.159	9.525	-0.005	-0.001	-0.004
Si	-5.435	-5.441	9.529	-0.004	0.002	0.001
Si	-2.707	-2.725	9.517	-0.001	-0.004	-0.002
Si	1.361	-1.358	10.885	0.002	-0.001	0.001
Si	4.08	1.362	10.886	0.007	0.008	0.001
Si	1.353	4.071	10.877	0	-0.007	0.002
Si	4.08	-9.518	10.873	-0.001	-0.007	-0.002
Si	1.363	-6.795	10.871	0	-0.01	0.002
Si	4.08	-4.07	10.879	0.001	-0.001	0.003
Si	6.792	-1.361	10.88	0.005	-0.004	0.001
Si	9.514	1.357	10.877	-0.001	0	-0.005
Si	6.798	4.082	10.881	0.002	-0.001	0
Si	9.521	6.802	10.888	0.004	0.003	0.004
Si	6.799	9.522	10.875	-0.001	0.01	-0.003
Si	9.521	-4.076	10.876	0.011	0.001	-0.002
Si	-4.075	-1.364	10.871	-0.009	0.002	0.001
Si	-1.356	1.357	10.88	-0.002	0	0.005
Si	-4.076	4.073	10.887	-0.002	0.001	0.002
Si	-1.358	6.797	10.879	0.005	0.007	-0.001
Si	-4.08	9.514	10.888	-0.008	-0.008	-0.001
Si	-1.354	-4.084	10.881	-0.003	0.004	0.003
Si	2.719	0.003	12.248	0.001	0.004	0
Si	5.439	2.725	12.244	0	0.003	0.009
Si	2.72	5.434	12.221	-0.004	0.005	-0.005
Si	5.438	-8.159	12.233	0.003	-0.011	0.006
Si	2.714	-5.429	12.232	0.006	0.004	-0.002
Si	5.437	-2.716	12.249	-0.002	-0.004	0.007
Si	8.153	0.002	12.236	0.007	0.004	0.002
Si	10.883	2.705	12.24	-0.009	-0.005	0.002
Si	8.164	5.435	12.245	0.004	-0.002	0.003
Si	10.882	8.158	12.254	0.002	0.007	0.006
Si	8.163	10.881	12.231	0.005	-0.003	0
Si	10.884	-2.718	12.229	-0.003	-0.001	0
Si	-2.724	0	12.235	-0.002	-0.007	0
Si	-0.003	2.718	12.246	0	0.007	0.003
Si	-2.715	5.437	12.244	-0.001	-0.001	0.004
Si	0.006	8.159	12.227	-0.001	-0.004	0.005
Si	-2.715	-5.445	12.24	-0.005	-0.002	0.005
Si	-0.006	-2.715	12.245	0.005	0.003	0.007
Si	1.358	1.364	13.609	0.006	-0.004	0.008
Si	4.07	4.086	13.594	-0.004	0.004	-0.001
Si	1.362	6.789	13.576	0.013	-0.01	-0.006
Si	4.072	-6.794	13.582	-0.008	0.004	0.004
Si	1.355	-4.074	13.601	-0.009	-0.001	0.002
Si	4.076	-1.355	13.612	0.005	0	0.005
Si	6.797	1.36	13.602	0.004	0.004	0.008
Si	9.529	4.065	13.598	0.014	-0.008	0
Si	6.797	-9.52	13.594	-0.001	0.004	0.008
Si	9.517	9.529	13.602	-0.007	0.01	0.001
Si	6.811	-4.079	13.595	0.013	-0.01	0.002
Si	9.526	-1.353	13.583	0.002	-0.008	-0.002
Si	-4.08	1.348	13.611	0.001	0.003	0.006
Si	-1.363	4.075	13.61	-0.002	0.003	0.012
Si	-4.069	6.797	13.608	-0.009	-0.001	0.007
Si	-1.35	9.511	13.592	0.019	-0.011	0.003
Si	-4.076	-4.074	13.589	-0.01	0.004	0.005
Si	-1.374	-1.354	13.603	-0.013	0.009	-0.003
Si	-0.021	0.014	14.959	-0.004	0.002	-0.003
Si	2.718	2.731	14.967	-0.003	0.007	0.001
Si	0.017	5.434	14.952	0.008	-0.001	-0.003
Si	2.704	8.161	14.929	-0.005	-0.01	0
Si	-0.002	-5.444	14.955	-0.004	0	-0.005
Si	2.704	-2.71	14.966	0.001	0.002	-0.001
Si	5.433	0.012	14.971	0.002	-0.005	0.004
Si	8.172	2.706	14.961	0.007	0.005	-0.002
Si	5.424	5.45	14.95	0.003	0.002	-0.003
Si	8.157	-8.16	14.954	0.005	-0.004	0.001
Si	5.444	-5.445	14.937	-0.002	0.006	0.002
Si	8.174	-2.705	14.944	0.004	0.003	-0.001
Si	-5.436	-0.024	14.969	-0.011	-0.004	0
Si	-2.724	2.712	14.974	0.002	0.004	0.009
Si	-5.419	5.414	14.956	-0.006	-0.001	-0.002
Si	-2.694	8.152	14.965	-0.003	0.005	0
Si	-5.439	-5.419	14.95	0.003	-0.003	0.003
Si	-2.732	-2.717	14.966	0.004	0.003	-0.001
O	7.092	4.243	23.156	-0.288	-0.069	0.353
O	-1.51	-4.602	23.066	-0.164	-0.404	0.006
O	3.562	-4.335	23.112	-0.302	0.165	0.433
O	1.868	0.514	-2.55	-0.236	0.096	0.415
O	0.092	-5.529	-3.576	-0.159	-0.026	-0.333
O	6.492	-7.253	22.959	0.331	-0.362	0.085
O	-0.698	-3.008	-3.387	0.371	0.095	-0.032
O	-2.833	6.918	-4.006	-0.049	-0.237	0.433
O	1.467	7.97	-6.815	0.013	-0.311	-0.324
O	-2.277	-3.191	25.121	-0.081	0.521	-0.456
O	6.913	5.619	-6.01	0.016	-0.638	-0.162
O	-8.15	-5.468	22.141	-0.106	0.135	0.292
O	2.182	-1.253	22.889	0.146	-0.271	0.156
O	-5.595	7.934	22.123	-0.135	-0.088	0.337
O	-1.287	0.687	25.6	-0.17	-0.551	0.001
O	0.939	4.669	-1.387	0.459	-0.047	-0.359
O	5.496	-5.48	-0.484	-0.042	0.006	-0.253
O	-1.876	6.713	23.176	-0.248	0.297	0.438
O	-6.969	1.25	23.219	-0.41	-0.083	0.089
O	-6.016	1.374	-1.071	-0.003	-0.448	-0.313
O	1.313	-7.892	-4.124	-0.023	-0.305	0.247
O	5.339	2.644	22.163	0.135	-0.053	0.615
O	4.17	-6.664	24.091	0.024	0.063	0.158
O	-4.039	-6.836	23.39	-0.154	0.139	0.286
O	-2.794	-0.101	22.36	-0.011	-0.179	0.613
O	5.937	-8.086	25.369	-0.023	0.328	0.368
O	6.721	3.952	-1.599	-0.051	0.453	-0.245
O	1.512	0.55	-5.22	0.398	0.501	-0.101
O	-0.65	7.467	-5.457	-0.239	0.455	-0.516
O	-6.089	-3.985	22.822	0.271	-0.232	0.224
O	2.873	8.033	-0.44	-0.061	-0.017	-0.521
O	-1.426	3.878	-2.203	-0.595	-0.044	0.089
O	-0.864	-4.563	-1.265	0.484	-0.381	-0.02
O	3.517	-3.915	-5.679	0.161	-0.077	-0.32
O	7.13	-7.521	-1.138	0.145	-0.625	0.062
O	-8.053	0.033	25.17	-0.446	-0.053	0.553
O	3.331	3.896	-4.824	-0.534	-0.195	-0.468
O	-6.418	5.567	-3.533	0.163	0.069	-0.201
O	4.63	7.254	23.158	-0.197	-0.162	0.049
O	-6.751	7.053	-1.303	-0.055	0.209	-0.091
O	3.247	6.147	-3.343	-0.4	0.58	0.233
O	-5.375	5.197	-0.282	0.029	0.211	-0.283
O	-1.619	-1.809	-5.552	-0.228	-0.579	-0.144
O	-0.683	1.304	23.144	0.237	0.084	-0.04
O	5.795	5.911	-3.563	0.497	-0.106	0.256
O	-5.435	3.206	-2.922	0.276	0.061	0.021
O	0.285	2.655	25.192	0.026	0.032	0.382
O	-4.92	3.638	25.66	0.052	-0.346	-0.489
O	-5.387	2.9	22.101	0.252	0.044	0.43
O	-7.896	7.817	-3.373	-0.357	-0.188	-0.138
O	-2.473	-4.88	-3.295	-0.106	0.134	0.154
O	-3.485	-6.913	-4.508	0.509	-0.022	-0.356
O	5.377	-2.645	22.182	-0.098	0.118	0.509
O	-4.264	1.932	-6.05	0.11	-0.1	-0.045
O	-5.179	-0.906	-3.866	0.18	-0.367	-0.391
O	-1.571	1.419	-1.696	-0.501	-0.184	0.013
O	-6.532	1.083	-5.122	-0.097	0.042	0.246
O	-5.22	7.84	-3.303	0.15	0.269	0.268
O	-5.098	-5.184	-3.329	-0.264	0.497	-0.447
O	6.77	-6.49	-3.469	-0.294	0.362	0.366
O	0.006	-0.156	-0.428	0.003	-0.104	-0.366
O	1.766	-6.274	23.047	0.103	0.149	0.146
O	-4.536	-1.22	-1.317	-0.741	-0.227	0.059
O	3.868	1.529	-3.69	-0.147	-0.194	-0.548
O	-2.467	-5.804	25.17	0.245	0.126	0.365
O	-2.116	3.075	-6.944	-0.127	-0.354	-0.539
O	1.323	0.362	24.671	-0.045	-0.072	0.517
O	-1.26	4.243	23.683	0.06	-0.25	-0.25
O	-7.506	-2.1	23.834	-0.105	-0.238	-0.043
O	-2.365	3.13	26.19	0.141	-0.106	-0.127
O	-0.126	-4.766	25.346	0.291	0.433	0.063
O	4.259	1.123	-1.213	0.311	0.194	-0.044
O	-2.381	2.511	-4.227	-0.178	0.093	0.155
O	-4.64	7.52	-5.849	0.016	0.029	-0.226
O	-1.836	5.219	-5.729	-0.295	-0.424	0.108
O	-3.94	-4.476	-5.47	0.572	0.625	-0.088
O	-4.005	1.012	-2.606	0.134	0.157	-0.224
O	2.387	-5.265	25.378	0.247	0.135	0.24
O	-4.854	-1.723	23.155	0.159	0.099	0.148
O	-5.366	0.456	25.141	0.307	0.12	-0.146
O	-2.702	-2.811	-0.399	0.055	0.071	-0.18
O	2.849	5.561	22.191	-0.136	-0.156	0.453
O	-7.514	6.02	22.32	-0.258	-0.182	-0.448
O	4.744	6.259	-1.104	0.376	-0.272	-0.069
O	-2.782	8.141	-0.394	0.104	0.082	-0.341
O	3.919	-1.046	-2.405	0.522	-0.067	-0.105
O	2.688	-6.098	-6.647	-0.091	0.131	-0.128
O	0	-8.047	22.235	0.008	-0.05	0.14
O	-3.65	-7.923	25.902	-0.475	-0.342	0.034
O	0.486	5.212	25.414	-0.308	0.434	0.008
O	4.081	-1.48	-5.112	0.174	-0.041	0.218
O	-6.028	-4.275	-1.086	0.414	0.234	-0.363
O	1.239	3.868	23.162	0.219	-0.282	0.133
O	-4.713	-6.548	-1.149	-0.078	-0.143	-0.011
O	4.835	0.659	-6.371	0.092	0.467	0.252
O	-1.985	0.681	-6	0.19	0.053	-0.008
O	7.638	-6.352	-5.879	0.172	0.26	0.392
O	6.405	-1.516	-6.41	0.396	-0.266	0.233
O	-3.003	5.453	25.273	-0.011	0.804	0.161
O	0.032	-0.516	-7.172	-0.021	0.263	-0.268
O	-7.958	3.486	-3.591	0.006	0.097	-0.455
O	-7.982	2.74	-0.11	-0.02	-0.139	0.036
O	6.754	-0.965	-1.604	-0.308	0.041	-0.131
O	-2.694	-1.252	-3.186	-0.035	0.008	0.288
O	-8.055	-2.747	-0.453	0.105	0.062	-0.395
O	-6.877	6.315	-6.373	0.067	-0.15	0.392
O	3.942	-3.549	-1.402	0.308	0.101	-0.312
O	1.473	-6.636	-1.745	-0.063	0.061	-0.223
O	0.096	2.128	-3.586	0.303	0.432	-0.297
O	-7.715	-0.533	-3.429	-0.019	-0.459	0.078
O	1.6	-2.059	-5.748	-0.603	-0.442	-0.289
O	-6.628	-7.534	-7.178	0.195	-0.06	-0.2
O	-6.39	-5.145	-6.389	-0.09	0.039	0.279
O	6.13	-0.221	-4.153	-0.131	0.093	-0.116
O	-1.103	6.3	-1.157	0.071	0.201	-0.314
O	-0.283	-0.48	-3.67	-0.146	-0.08	0.272
O	-7.182	-6.288	-2.201	0.025	-0.024	-0.252
O	-6.782	-1.428	-5.755	0.012	-0.204	0.083
O	7.534	6.459	24.5	0.168	0.162	0.018
O	3.912	-0.479	24.769	0.16	-0.067	0.221
O	2.57	2.805	-0.342	0.102	0.062	-0.479
O	5.02	-5.989	-5.327	0.064	0.226	-0.04
O	-3.679	4.793	22.843	-0.052	-0.043	0.247
O	5.877	3.095	-4.068	0.297	-0.016	-0.606
O	6.088	7.967	-5.245	-0.022	0.043	-0.151
O	4.309	6.123	-5.734	-0.045	-0.089	-0.816
O	0.102	-2.735	22.192	-0.135	0.292	0.48
O	-7.15	2.361	25.694	-0.307	-0.022	0.418
O	-3.894	3.046	-0.875	0.553	-0.254	-0.094
O	2.502	-2.905	-3.483	-0.315	-0.379	-0.016
O	1.82	-2.029	-1.096	-0.359	-0.114	-0.422
O	4.203	3.986	-2.405	0.061	-0.145	0.441
O	-5.694	-3.18	25.273	-0.186	0.341	0.204
O	5.508	5.785	26.014	-0.273	-0.227	-0.478
O	-0.424	5.789	-3.545	0.612	0.044	-0.11
O	7.02	-0.601	22.813	0.165	0.596	0.078
O	-6.104	3.671	-5.384	0.276	0.408	-0.333
O	3.248	1.149	22.922	-0.364	0.299	0.534
O	-5.101	-5.738	25.553	-0.408	-0.07	-0.121
O	6.338	-1.7	25.027	-0.042	-0.588	0.103
O	2.732	-5.786	-3.99	0.375	-0.141	0.244
O	7.145	1.464	-2.433	-0.134	-0.085	0.742
O	1.63	5.991	-5.32	-0.288	-0.245	0.128
O	-6.923	4.623	24.404	0.457	-0.045	-0.206

Results
total energy: -101654.881 eV
total energy less fixed offsets of O -438.25, Si -107.07 eV per atom: -1.681 eV
